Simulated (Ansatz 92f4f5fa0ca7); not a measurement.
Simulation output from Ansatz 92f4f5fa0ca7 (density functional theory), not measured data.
Periodic cell of 212 atoms, Si132O80, from a study of silicon, its oxide and their interface. The atomic structure is a simulated model.
Doubt: the cutoff is far below the 930 eV that the study's wrapper takes by default for these files, so forces and energies are approximate.
This geometry differs little from another in the collection (a relaxation step or a small displacement).

Settings
functional: PBE
potential files: Ansatz PAW
basis: plane waves
wave-function cutoff: 580 eV
density cutoff ratio: 5
exchange-correlation grid ratio: 1
k mesh: 1 x 1 x 1, Gamma-centred
self-consistency stop: 5e-08 eV per atom in the density residual
occupations: fixed
spin: none
net charge: 0

Cell vectors (angstrom)
a 10.938 0 0
b 0 10.938 0
c 0 0 31.1923

Atoms and the computed forces on them: element, x, y, z (angstrom), force x, y, z (eV/angstrom)
Si -0.4889 0.3077 23.8102 0.1687 -0.3204 -0.1493
Si 6.1651 -0.4627 23.5898 -0.217 0.3625 -0.2279
Si 2.2441 3.2467 23.9025 0.1199 -0.1512 -0.134
Si 8.8269 2.1386 23.9195 -0.2416 0.2718 -0.0831
Si 0.4506 4.851 24.0189 -0.2199 0.095 -0.0834
Si 5.0946 5.987 23.6509 0.2751 -0.2245 -0.2046
Si 3.3401 7.6942 23.7763 -0.184 0.2521 -0.0269
Si 7.9011 8.7491 23.7721 0.3447 -0.2659 -0.0821
Si 1.3677 1.309 24.9468 0.0439 0.0036 0.0343
Si 6.9195 1.281 25.021 0.017 0.0229 -0.044
Si 4.1546 4.1649 24.9423 0.0077 0.0233 0.0265
Si 9.6031 3.965 25.1969 0.0094 0.0493 -0.0246
Si 1.4537 6.7917 24.9921 0.0164 0.0075 -0.0482
Si 6.8747 6.8997 24.9311 0.0119 0.0202 0.0138
Si 4.2902 9.554 24.8884 -0.023 -0.0188 0.0221
Si 9.5366 9.6193 25.2217 -0.0019 -0.011 0.0167
Si 2.8065 -0.0474 26.2945 -0.0286 -0.023 -0.0163
Si 8.1824 0.0154 26.5287 -0.0083 0.0088 0.053
Si 0.0763 2.6368 26.4815 0.0131 -0.0607 0.0283
Si 5.4951 2.7188 26.3155 -0.0071 0.0275 0.0185
Si 2.7783 5.446 26.4211 -0.0177 -0.0159 0.0597
Si 8.1942 5.4742 26.3614 -0.0205 -0.0193 -0.0184
Si 0.0419 8.1657 26.3788 0.0507 0 -0.0255
Si 5.5242 8.1994 26.4043 0.0017 -0.0101 -0.0043
Si 4.1018 1.3673 27.774 0.0598 -0.0083 -0.7018
Si 9.5708 1.3673 27.774 0.111 -0.0203 0.8537
Si 1.3673 4.1018 27.774 0.3626 -0.1536 0.231
Si 6.8362 4.1018 27.774 -0.0915 -0.0126 -0.4562
Si 4.1018 6.8362 27.774 0.1672 0.1436 0.032
Si 9.5708 6.8362 27.774 0.0607 -0.1106 -0.3389
Si 1.3673 9.5708 27.774 0.3497 -0.0421 -0.5223
Si 6.8362 9.5708 27.774 -0.1783 -0.1882 0.6638
Si 0 0 29.1413 -0.119 0.0666 0.0271
Si 5.469 0 29.1413 -0.0043 -0.0897 0.0237
Si 2.7345 2.7345 29.1413 -0.0322 0.1075 0.0231
Si 8.2035 2.7345 29.1413 0.1346 0.0433 0.015
Si 0 5.469 29.1413 -0.0608 -0.0421 -0.0223
Si 5.469 5.469 29.1413 -0.048 0.0304 -0.0041
Si 2.7345 8.2035 29.1413 0.0508 0.058 0.0013
Si 8.2035 8.2035 29.1413 -0.0517 0.0953 0.0148
Si 1.3673 1.3673 30.5085 0.0268 -0.0596 -0.0009
Si 6.8362 1.3673 30.5085 -0.011 0.0427 -0.0469
Si 4.1018 4.1018 30.5085 0.0453 -0.0349 0.0139
Si 9.5708 4.1018 30.5085 -0.0224 0.0088 -0.0111
Si 1.3673 6.8362 30.5085 0.0085 -0.0132 -0.0383
Si 6.8362 6.8362 30.5085 0.069 -0.0642 -0.003
Si 4.1018 9.5708 30.5085 -0.0555 0.0114 -0.0166
Si 9.5708 9.5708 30.5085 0.0908 -0.0985 0.0044
Si 2.7345 0 0.6835 0.0372 -0.0107 0.0287
Si 8.2035 0 0.6835 -0.0717 0.0641 -0.0031
Si 0 2.7345 0.6835 -0.0491 0.0333 -0.0083
Si 5.469 2.7345 0.6835 0.0442 -0.0317 0.0205
Si 2.7345 5.469 0.6835 -0.0393 0.0254 0.0083
Si 8.2035 5.469 0.6835 0.0247 0.0121 0.0405
Si 0 8.2035 0.6835 -0.009 -0.0092 0.0271
Si 5.469 8.2035 0.6835 -0.0791 0.1177 -0.0193
Si 4.1018 1.3673 2.0507 -0.0229 0.0268 -0.0133
Si 9.5708 1.3673 2.0507 0.1122 0.0033 -0.0141
Si 1.3673 4.1018 2.0507 0.0143 -0.0355 0.026
Si 6.8362 4.1018 2.0507 -0.0276 0.0101 0.0133
Si 4.1018 6.8362 2.0507 0.0784 -0.055 -0.0292
Si 9.5708 6.8362 2.0507 -0.0248 0.0236 0.0215
Si 1.3673 9.5708 2.0507 -0.113 -0.0872 0.0089
Si 6.8362 9.5708 2.0507 0.0931 -0.1255 -0.0527
Si 0 0 3.418 -0.027 0.1765 -0.3193
Si 5.469 0 3.418 -0.1361 0.2505 0.6596
Si 2.7345 2.7345 3.418 0.1676 -0.1538 -0.1278
Si 8.2035 2.7345 3.418 0.0649 0.0401 0.6028
Si 0 5.469 3.418 -0.0347 -0.0857 0.336
Si 5.469 5.469 3.418 -0.2796 -0.0459 -0.4536
Si 2.7345 8.2035 3.418 -0.1937 -0.099 0.5351
Si 8.2035 8.2035 3.418 -0.2953 0.23 -0.799
Si 1.3767 1.3509 4.7704 -0.0089 -0.0254 0.0029
Si 6.7984 1.437 4.8786 -0.0315 -0.056 0.0159
Si 4.0811 4.1303 4.7688 0.0283 0.0234 0.0051
Si 9.5945 4.1061 4.8571 0.0417 -0.0473 -0.0197
Si 1.3422 6.8062 4.8541 0.0531 0.0061 0.0079
Si 6.7883 6.885 4.695 0.021 0.0939 -0.0334
Si 4.0409 9.6012 4.8469 0.0595 0.0121 0.0417
Si 9.4629 9.6519 4.7014 -0.1161 -0.0061 0.0113
Si 2.67 0.0208 6.2835 -0.0666 0.0132 0.0257
Si 8.1438 0.003 6.2294 0.0063 -0.0484 0.0553
Si 0.0816 2.6911 6.2152 -0.0616 -0.0154 -0.0182
Si 5.4742 2.9145 6.2525 0.0713 0.062 0.0223
Si 2.6793 5.3398 6.253 -0.041 -0.0535 -0.0141
Si 8.1491 5.5794 6.0693 0.1032 -0.0171 0.1719
Si -0.1383 8.2826 6.0182 0.0508 -0.0446 0.1279
Si 5.3913 8.1475 6.1249 -0.0555 -0.0172 -0.0428
Si 3.7589 1.814 7.4364 0.3515 -0.2836 0.0999
Si 10.0362 0.9004 7.3794 -0.1895 0.2332 0.138
Si 1.8936 3.4357 7.6041 -0.4368 0.2712 0.4029
Si 6.3893 4.9232 7.4607 0.4531 -0.0516 0.4318
Si 4.4563 6.3493 7.3825 -0.2554 0.2785 0.162
Si 8.9004 7.5027 7.2398 0.0927 0.0129 -0.6166
Si 0.6779 10.0232 7.344 0.2123 -0.1713 -0.1978
Si 7.0943 9.1109 7.4064 -0.1481 0.1146 0.262
O 0.5503 9.2151 8.8321 -0.4202 -0.1657 0.0007
O 1.3141 3.6309 9.1646 0.3386 -0.1978 -0.615
O 9.7663 1.3193 8.9826 0.0714 -0.2117 -0.2224
O 6.5489 9.211 8.996 0.2225 -0.0993 -0.3311
O 4.5775 1.211 8.7711 -0.2234 0.0682 -0.2192
O 3.8479 6.7122 8.8976 0.0939 -0.0943 -0.3208
O 7.0948 5.3136 8.9487 -1.0054 0.4873 -0.8839
O 9.1917 7.3436 9.0126 0.2595 1.2948 -0.2474
O 2.2901 3.1997 22.2006 -0.0965 0.1252 0.1759
O 6.0104 11.1004 22.0207 0.0736 -0.233 0.3595
O 8.4378 2.7119 22.4143 0.087 -0.1343 0.1374
O 0.0258 4.6801 22.3744 0.164 -0.0631 0.1323
O 8.7608 8.439 22.3523 -0.1982 0.071 0.1512
O 2.8939 8.1974 22.2409 0.0731 -0.0768 0.1324
O 5.6857 5.6518 22.1042 -0.1749 0.1271 0.355
O 10.6226 10.4192 22.3379 -0.0621 0.1568 0.1786
Si 1.3688 4.358 21.4627 -0.0736 -0.1098 -0.2161
Si 1.5347 3.7231 15.7228 -0.0552 -0.0188 -0.0579
Si 8.7625 0.5933 10.0444 -0.0753 0.5317 0.2486
Si 6.2296 0.8453 20.5535 -0.0855 0.044 -0.2736
Si 0.3615 13.3999 19.3878 -0.0748 -0.1593 -0.2553
Si 4.0641 6.7937 10.5113 0.0341 -0.0917 0.2439
Si 10.1128 9.0276 21.6149 -0.0963 0.0937 -0.1154
Si 3.6653 7.5755 19.0411 0.1905 0.0418 -0.2393
Si 8.643 5.4604 19.4166 -0.0022 0.0303 -0.1683
Si 5.1239 14.0934 19.0704 -0.0114 -0.0512 -0.2019
Si 0.2346 10.626 14.6682 0.0007 0.0144 -0.0204
Si 6.0153 9.3002 10.5489 -0.1113 -0.0879 0.3259
Si -2.4264 1.9024 12.9794 -0.0369 0.2768 0.1928
Si 4.8419 10.2642 18.1529 -0.0425 -0.0129 -0.0898
Si 8.3171 0.139 15.4032 0.0068 0.046 -0.0635
Si 6.2088 3.6361 13.9973 0.1 -0.0408 -0.0101
Si 12.7848 7.3763 21.2911 -0.0089 0.0426 -0.2709
Si -3.7414 8.6933 16.7331 0.0075 -0.0529 -0.0792
Si 0.5651 2.3237 13.2669 -0.074 0.1018 -0.0096
Si 5.969 6.6091 14.8451 0.0376 0.0035 0.0023
Si 3.2033 6.3737 16.2878 0.0185 0.0054 -0.0584
Si 7.0359 13.3991 16.5672 0.0126 0.0347 -0.1157
Si 1.5002 3.7185 10.7824 -0.4358 0.3444 0.1506
Si 8.3588 5.965 9.8143 1.2665 -3.8914 1.4866
Si 1.0891 6.7477 11.6038 0.0074 -0.6343 0.1901
Si 7.5342 7.6167 12.3849 0.0182 -0.3178 0.0004
Si 8.815 2.5226 20.8531 0.0536 0.0655 -0.2557
Si 2.7838 12.7053 17.798 0.0281 -0.0119 -0.0244
Si 5.7243 5.8905 20.4895 0.0092 -0.0074 -0.2609
Si 5.6793 1.2133 9.9718 -0.0227 0.1587 0.3137
Si 4.605 3.8237 11.4527 -0.0522 0.0623 0.1836
Si -0.5394 7.9438 13.7748 -0.0523 -0.0589 -0.0013
Si -0.7199 8.6249 9.7018 0.7771 0.5349 0.7628
Si -1.2538 3.8342 17.0953 0.0553 -0.0251 -0.0877
Si 0.6492 8.3279 16.3593 -0.0533 -0.0376 -0.0451
Si -1.3194 8.2188 18.825 -0.0459 -0.064 -0.273
O 4.8708 3.6949 13.0655 -0.0258 0.0102 -0.1059
O 9.2663 -1.0097 10.0872 0.1178 -0.6236 -0.2523
O 1.9884 7.4371 16.2584 0.0169 0.0156 0.0174
O 1.4168 3.4319 14.1193 -0.0056 -0.0275 -0.0037
O 8.2166 8.4659 17.9975 0.0236 0.0136 0.0983
O 5.1086 4.6293 19.6965 -0.0345 -0.0177 0.0798
O 0.9399 5.1636 11.2876 0.2683 0.0865 0.0645
O 2.1635 5.7817 21.5264 0.0194 -0.0023 0.0021
O 0.0481 4.2573 16.2057 -0.0021 -0.0209 0.0435
O 4.8001 5.4045 11.0188 -0.0656 0.0372 -0.0517
O -1.2829 6.7459 19.5767 0.0378 -0.005 0.0981
O 6.309 7.3642 13.4382 -0.043 0.0449 -0.0008
O 3.69 3.0066 18.3326 0.0446 0.0256 0.1127
O 5.8415 9.5448 17.0828 -0.0136 0.0385 0.0349
O 8.9389 7.5863 13.1939 0.0032 0.0595 -0.0299
O 5.5458 2.6727 10.7297 0.0388 -0.1767 -0.1806
O 11.2902 7.8854 21.6871 0.0648 -0.0693 0.0608
O 6.3419 13.8592 17.9739 -0.0346 0.001 0.0916
O -3.7317 9.0444 11.6511 -0.0166 0.1985 -0.1464
O 0.7912 2.5312 11.6615 0.0637 -0.1034 0.0146
O 7.4861 11.8259 16.6049 -0.007 0.0404 0.0583
O -0.6622 2.7277 18.1433 0.051 -0.0182 0.1056
O 6.0054 2.6685 15.3078 -0.0059 -0.0093 0.0403
O 10.3251 1.9061 20.5881 0.0099 -0.0238 0.0947
O 4.8359 7.205 20.1201 -0.0417 0.0107 0.0879
O 5.3669 -0.1525 10.85 0.0121 0.0615 -0.1172
O 5.2443 2.1321 20.3404 -0.0223 0.0202 0.1009
O 9.9329 11.2653 15.5372 0.0273 -0.0071 0.0341
O -3.0329 11.6555 13.9373 0.0168 -0.0382 -0.0862
O 3.8283 6.5306 17.7921 -0.0143 0.0141 0.1228
O 9.4438 4.832 9.9937 -0.4858 1.1504 -0.4558
O 7.6814 6.4869 11.2106 -0.3781 0.8572 -0.0445
O 1.0147 14.8095 19.9427 0.1024 0.2068 0.1856
O 3.8456 11.4597 17.574 0.0103 -0.0156 0.0317
O -2.9878 9.5018 15.5289 0.0092 0.0087 0.0048
O 2.1761 7.5639 19.7096 -0.1112 -0.0199 0.1865
O 7.4298 3.1247 13.0327 -0.0123 -0.0764 -0.0202
O 8.4506 3.2225 16.2208 -0.0273 -0.0147 0.0511
O -1.9924 16.0144 17.8535 -0.0145 0.0134 0.0898
O 0.6819 7.0288 13.1643 0.0314 0.0606 -0.14
O 8.7713 4.0482 20.2359 -0.0076 -0.1013 0.1088
O 7.2153 6.0973 19.8691 -0.0307 0.0114 0.0842
O -4.1699 7.2477 16.1179 0.005 0.0288 0.0596
O 3.0761 3.4765 11.0935 0.094 -0.0509 -0.0481
O 2.6398 4.8743 16.0107 0.0085 0.0215 0.0184
O 4.3612 6.6739 15.1675 -0.0343 0.0057 0.0059
O 10.9662 7.7595 10.8609 -0.6188 0.4631 -0.6724
O 11.9594 11.7834 13.8328 0.0032 -0.023 -0.0208
O 5.804 10.7318 19.3831 0.055 0.007 0.1229
O -0.027 8.3943 17.8352 -0.0143 0.0219 0.1144
O 2.6414 7.1006 11.2598 0.0665 0.076 -0.095
O -0.2774 -1.3892 13.5356 0.0023 0.0329 -0.0308
O 2.0294 24.2011 16.4505 -0.001 -0.0061 0.0422
O 7.7527 1.408 20.2772 0.0322 0.0048 0.1121
O 1.5778 12.4005 18.9007 -0.028 0.0501 0.0586
O -4.4262 5.0925 14.6479 -0.0223 0.0228 0.015
O -3.6964 0.9601 9.4884 0.0693 -0.1002 -0.1318
O 9.7583 9.3136 20.0374 0.0543 0.0436 0.2095
O -5.9925 8.1149 10.8258 0.0103 0.0617 -0.0953
O 1.1141 9.8071 15.7856 -0.0206 0.0203 0.0085
O -1.0294 2.5064 13.5544 0.0241 -0.0754 -0.0271
O 3.7986 9.1277 18.6166 -0.0671 -0.0747 0.062
O -0.5007 7.6788 15.3861 0.0354 0.0166 0.0233
O 8.8167 1.245 11.5273 0.015 -0.2308 -0.2622

Results
free energy: -129406.013 eV
free energy less fixed offsets of O -568.88, Si -635.61 eV per atom: 4.907 eV

The program warned: the cutoff lies below the one the program advises for these potential files; the exchange-correlation potential is rough where the density is thin.
